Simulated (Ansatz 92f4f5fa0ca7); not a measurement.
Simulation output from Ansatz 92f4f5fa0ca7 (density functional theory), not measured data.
Periodic cell of 171 atoms, Si99O72, from a study of silicon, its oxide and their interface. The atomic structure is a simulated model.

Settings
functional: r2SCAN
potential files: Ansatz norm-conserving
basis: plane waves
wave-function cutoff: 1300 eV
density cutoff ratio: 4
exchange-correlation grid ratio: 1
k mesh: 2 x 2 x 1, shifted by 0.5 0.5 0.5 of a step
self-consistency stop: 5e-08 eV per atom in the density residual
occupations: Fermi-Dirac, 0.05 eV
spin: none
net charge: 0

Cell vectors (angstrom)
a 11.5403 0 0
b 0 11.5403 0
c 1.5853 0.0947 23.1345

Atoms and the computed forces on them: element, x, y, z (angstrom), force x, y, z (eV/angstrom)
Si 1.7215 -0.5686 0.5183 -0.1261 -0.3413 -0.5639
Si 2.1026 5.0395 0.34 0.4087 0.5938 0.4391
Si 1.5372 8.0334 1.2067 -0.2456 0.1235 -0.6889
Si 5.223 -0.2211 0.6766 0.0385 -0.0227 -0.245
Si 5.8768 3.7932 0.7211 0.3247 0.323 0.1147
Si 5.2571 8.2672 0.853 -0.0933 0.0919 -0.5394
Si 9.1203 -0.3261 0.6732 -0.0636 -0.2749 -0.2437
Si 9.2853 4.7767 0.6325 0.0958 0.2112 -0.0206
Si 9.2011 8.0101 0.9035 0.1493 0.1563 -0.3688
Si 3.4039 0.0486 2.1056 0.1014 0.0101 -0.4379
Si 3.7069 4.0252 1.9228 0.1622 0.0822 -0.3665
Si 3.5196 8.0258 2.3888 0.1297 0.0472 -0.2143
Si 7.2251 0.1768 1.9967 -0.122 -0.2081 -0.0601
Si 7.554 4.3218 2.2318 -0.1232 -0.3657 -0.1801
Si 7.2501 8.0295 2.1607 -0.4039 -0.0145 -0.1433
Si 11.2175 0.1418 1.747 0.086 -0.1193 -0.2753
Si 11.41 4.2492 1.6813 -0.3597 0.1771 -0.4167
Si 11.0684 8.0407 2.329 0.1834 -0.05 -0.148
Si 3.4696 2.0794 3.3142 0.0264 0.0149 -0.0191
Si 3.634 5.9458 3.4046 0.1142 -0.1084 0.0406
Si 3.4764 9.9301 3.6866 0.026 0.038 0.2907
Si 7.4015 2.1524 3.3597 -0.0163 0.019 -0.1531
Si 7.3312 6.166 3.5572 -0.0018 -0.0369 -0.0086
Si 7.2516 9.9517 3.5394 -0.0862 0.2511 0.0027
Si 11.2498 2.1737 3.1006 0.0337 -0.026 -0.2607
Si 11.2371 5.9657 3.3671 0.161 -0.1101 0.0475
Si 11.157 10.057 3.4862 -0.0003 0.0623 0.1678
Si 1.5452 2.1139 4.6668 0.0471 0.0619 0.0866
Si 1.6558 6.0036 4.6952 -0.1152 -0.1439 -0.1996
Si 1.5103 9.9884 4.9148 0.0614 0.003 -0.0259
Si 5.4282 2.0913 4.7392 0.003 0.0903 -0.0807
Si 5.4294 6.0218 4.8838 -0.0251 -0.0617 -0.1104
Si 5.3993 9.9785 4.9952 0.0733 -0.0615 -0.1099
Si 9.364 2.1093 4.6511 -0.075 0.0713 0.0409
Si 9.3225 6.0718 4.7558 -0.0316 -0.1339 -0.0988
Si 9.2239 10.0306 4.8427 0.0293 0.033 -0.0495
Si 1.5666 0.3408 6.3399 -0.0097 -0.0239 -0.0397
Si 1.6916 4.0533 5.9886 -0.1277 -0.0672 0.0062
Si 1.5224 7.9491 6.0223 0.1225 0.0394 0.1352
Si 5.4071 0.3281 6.4126 0.0046 0.0037 -0.0264
Si 5.4245 4.0168 6.0861 -0.0367 -0.0812 0.0875
Si 5.3866 7.9731 6.1525 -0.0455 0.1981 0.146
Si 9.2768 0.3482 6.3198 -0.0049 -0.0581 -0.0363
Si 9.2933 4.071 5.9512 -0.1006 -0.0221 0.0983
Si 9.2885 8.0282 6.0478 0.1044 0.1245 0.1717
Si 3.4689 0.3518 7.8574 0.0822 -0.0967 0.1207
Si 3.5387 3.9642 7.5088 0.0984 -0.0936 -0.0825
Si 3.4094 7.9421 7.3881 -0.1291 0.1417 -0.275
Si 7.3576 0.3163 7.7992 -0.0038 0.0157 0.0726
Si 7.3807 4.021 7.3584 -0.0271 -0.212 -0.3765
Si 7.3618 8.0074 7.3991 0.0478 0.0428 -0.3656
Si 11.1931 0.326 7.7432 -0.0177 -0.1279 0.1835
Si 11.2624 4.1779 7.1921 0.0716 -0.0547 -0.4122
Si 11.1813 8.0664 7.4163 -0.0485 0.1502 -0.207
Si 3.6346 2.3583 9.3502 -0.2491 0.1772 0.2065
Si 3.4989 5.9923 8.6304 -0.0945 0.0769 0.2111
Si 3.3287 9.6926 8.9175 -0.0034 -0.1503 0.1333
Si 7.375 2.3895 9.0472 0.1009 0.0159 0.2495
Si 7.3651 6.0021 8.5208 -0.0618 -0.0403 0.2228
Si 7.3255 9.7142 9.0081 -0.0245 -0.065 0.166
Si 11.3115 2.5038 8.7258 -0.0168 0.0399 0.0489
Si 11.2357 6.0667 8.5191 -0.04 -0.0936 0.1075
Si 11.1236 9.7598 9.0843 0.007 0.02 0.0013
Si 1.5033 3.0683 10.2585 -0.1927 0.2541 0.6432
Si 1.5539 6.1189 9.9011 0.1112 0.0133 0.8882
Si 1.473 9.2144 10.4251 0.1208 -0.2675 0.4784
Si 5.7709 3.0474 10.7557 0.4527 0.445 0.0224
Si 5.4707 6.0265 9.864 0.0371 0.1512 0.8647
Si 5.2853 9.0713 10.0623 -0.0997 -0.1267 0.4151
Si 9.4281 2.9459 10.0202 0.1215 0.2777 0.6602
Si 9.3032 5.956 9.7559 0.0776 -0.1164 1.0628
Si 9.1847 9.0257 10.3507 -0.0341 -0.3356 0.6163
Si 3.0239 0.0581 14.69 -0.0235 0.02 0.3908
Si 7.9324 11.3476 15.238 0.022 0.0414 0.2023
Si 6.5601 1.5587 13.4998 0.0865 -0.0955 0.3202
Si 0.7356 5.8549 15.6954 0.1003 0.0295 -0.3098
Si -1.7307 6.7358 14.9352 -0.0333 0.082 -0.0635
Si 0.5681 -0.8664 13.1303 -0.114 -0.1007 0.3816
Si 11.0433 1.9009 12.2344 -0.1265 0.0604 -0.0061
Si -1.8096 -0.5058 17.7256 0.0927 -0.0031 0.0167
Si 4.7025 0.4187 18.6255 -0.1015 -0.0545 -0.1976
Si 0.7127 3.1491 19.3773 0.0004 -0.1548 -0.1849
Si 9.8864 1.6019 19.6486 -0.077 0.0307 -0.1376
Si 9.5013 -2.3019 13.4091 0.1386 -0.2307 0.3135
Si 10.9389 2.0335 17.1608 -0.0946 0.0922 -0.2189
Si 4.6628 2.0922 16.0215 -0.0976 0.0428 0.1792
Si 9.2822 7.8278 17.8453 0.0312 0.0529 -0.1174
Si 4.8408 4.5827 17.8679 0.1038 0.0353 -0.144
Si 2.5697 6.7682 17.6697 0.1337 0.1725 -0.0959
Si 6.52 6.7748 18.9431 -0.0653 0.1546 -0.2856
Si 9.6037 2.3789 22.3687 -0.1405 -0.048 -0.0176
Si 5.2218 -1.7313 15.3597 0.0527 -0.1758 0.3584
Si -0.0492 5.8975 18.5694 -0.1867 -0.0399 0.01
Si 6.2603 5.9118 21.9633 0.3104 0.0628 -0.0349
Si 3.6447 2.677 19.9176 -0.0904 -0.0955 -0.3212
Si 5.0718 0.853 21.4994 -0.0049 -0.0334 -0.0843
Si -0.7884 3.867 14.6266 0.0148 0.0591 0.275
Si 5.0456 -0.9133 12.7716 0.0276 -0.0864 0.1486
Si 4.5898 -2.6967 17.9252 0.032 0.0398 -0.0669
O 1.5144 7.553 10.8087 -0.0237 0.3158 -0.6832
O 7.3385 4.8211 22.5125 -0.2882 -0.1251 0.2515
O 3.1608 5.2279 -0.9672 -0.4231 -0.1229 0.3388
O 6.353 0.7812 22.4843 0.1456 -0.159 0.2832
O 1.3598 6.6763 18.7423 -0.0226 -0.1721 -0.2881
O 5.3478 7.9099 18.9982 0.0992 -0.1775 -0.1231
O 5.3158 -1.7872 0.1106 -0.027 0.0842 0.6181
O 1.5397 6.6054 0.3868 0.3413 -0.6361 0.0479
O 4.7334 3.6029 19.1515 -0.2029 -0.0208 0.0427
O 9.7215 2.4014 18.2206 0.3446 -0.3165 0.2446
O 4.942 7.2012 -0.3525 -0.0318 -0.2215 0.0172
O 8.941 3.6386 -0.554 -0.1465 0.0246 0.0238
O 8.9984 2.2048 20.8504 0.326 -0.0318 0.376
O 5.2424 -2.1925 13.7991 -0.0571 0.6257 -0.1374
O -0.1012 5.3899 17.0241 0.1923 0.1453 0.122
O 9.2339 6.4378 0.1643 -0.038 -0.0688 0.3997
O 9.1719 9.5744 0.1282 -0.0234 0.0144 0.5326
O 3.7626 -1.0513 15.634 0.1495 0.1292 -0.3486
O 7.8315 7.6184 18.5137 -0.085 -0.1273 0.0557
O 11.0198 0.3744 17.1336 -0.3015 0.1379 0.1419
O 1.5103 4.6858 10.7801 0.035 -0.3769 -0.696
O 0.9609 2.2157 11.5693 -0.0049 0.206 -0.1628
O 9.062 9.6131 11.8942 0.0798 -0.1485 -0.4144
O 4.9079 -1.4742 11.3007 0.1472 -0.1691 0.1577
O -0.3771 0.4117 12.8213 0.103 0.0091 0.0119
O 9.7761 1.8573 11.2155 0.0054 0.3571 -0.0109
O 6.2827 0.1173 12.7916 -0.0616 0.0646 0.0705
O -0.12 7.032 14.975 -0.2021 -0.4031 0.2092
O 5.5993 4.7108 10.8946 -0.0867 -0.4538 -0.4522
O 8.8513 0.8969 -0.4443 -0.1129 0.0243 -0.0246
O 3.2055 1.4839 15.4991 0.3409 -0.2156 -0.1651
O 9.3661 4.5272 10.653 -0.0948 -0.2785 -0.843
O 1.4073 10.1217 11.8341 0.0129 -0.3289 -0.2706
O 5.4243 7.5031 10.6702 0.0055 0.309 -0.7338
O 9.2821 7.372 10.6448 -0.0425 0.3503 -0.5424
O 5.237 1.1749 17.2711 -0.2045 0.0367 -0.0009
O 5.3897 8.6699 16.4949 -0.2179 0.2843 0.0511
O 2.1629 6.4536 16.1143 -0.2657 -0.096 0.4078
O 7.9412 1.2058 14.36 -0.3977 -0.0789 -0.22
O 6.4261 2.6128 12.2527 -0.4032 0.0513 -0.4967
O 0.7194 4.5297 14.7531 -0.4488 0.1562 0.2054
O -2.3502 7.6637 13.7548 0.1639 0.276 0.0813
O 1.545 9.344 0.1892 0.1494 0.2854 0.7659
O 9.1592 7.22 16.3446 0.2303 -0.023 -0.008
O 8.7025 -1.3755 14.4658 0.0611 -0.0028 -0.2089
O 4.4729 -1.1515 18.3589 0.1172 0.0299 -0.0543
O 10.2958 6.9629 18.7913 0.0966 -0.0882 -0.2139
O 10.5494 2.7195 15.7642 0.1814 0.1345 -0.0947
O 3.0884 -3.2531 17.7545 0.187 -0.2777 0.0237
O 2.1806 3.3606 20.0352 0.0702 -0.0616 -0.0315
O 6.3992 -0.6416 15.516 -0.0481 -0.0509 -0.137
O 3.7798 0.0078 13.2414 0.1001 -0.1595 0.0768
O -0.0866 4.5768 19.5172 0.1857 0.0451 -0.1796
O 6.1921 5.5129 17.9204 -0.2265 0.1635 0.2843
O 1.5042 -0.3842 14.3877 -0.0083 -0.0681 -0.4088
O 8.5282 11.5036 16.7373 0.1201 -0.0634 -0.1019
O 3.6375 5.6345 18.0285 -0.0166 0.0174 -0.0168
O 5.56 2.0692 14.6765 0.1453 -0.1702 -0.2059
O 8.2906 2.5218 23.3424 -0.2609 0.306 -0.2524
O -0.0985 1.9339 20.1158 -0.1457 0.1444 -0.1551
O 6.6345 6.1426 20.4146 -0.1937 0.0209 0.2864
O 4.6641 3.6498 16.5354 -0.0376 -0.1336 0.1887
O 9.7804 -2.1408 17.776 -0.1064 -0.0093 0.0121
O 3.8445 -0.021 22.1453 0.0916 0.1421 0.3909
O 10.6464 3.094 13.241 0.1616 -0.3158 -0.1516
O 5.6172 0.4547 19.9884 -0.3091 0.1294 0.3917
O 12.314 2.6796 17.7918 -0.2412 0.0705 0.345
O -1.8888 5.1075 14.701 0.3759 0.0259 -0.0043
O 4.3574 2.3284 21.3396 0.0565 -0.0959 -0.0828
O 11.097 -2.0397 13.6105 -0.0737 0.1955 -0.2346
O 3.3775 1.2799 19.072 0.3551 0.2112 0.1839
O -1.9904 0.0359 19.2768 0.1549 0.3282 -0.1963

Results
free energy: -45070.761 eV
free energy less fixed offsets of O -463.61, Si -117.95 eV per atom: -13.791 eV
pressure: -2.28 GPa
stress xx, yy, zz, yz, xz, xy (GPa, positive in tension): 0.54, 4.78, 1.52, 0.25, -0.09, -0.31
